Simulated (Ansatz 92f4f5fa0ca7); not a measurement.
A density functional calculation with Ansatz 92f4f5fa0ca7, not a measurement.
Periodic cell of 215 atoms, Si133O82, from a study of silicon, its oxide and their interface. The atomic structure is a simulated model.
Doubt: the cutoff is far below the 930 eV that the study's wrapper takes by default for these files, so forces and energies are approximate.

Settings
functional: PBE
potential files: Ansatz PAW
basis: plane waves
wave-function cutoff: 580 eV
density cutoff ratio: 5
exchange-correlation grid ratio: 1
k mesh: 1 x 1 x 1, Gamma-centred
self-consistency stop: 5e-08 eV per atom in the density residual
occupations: fixed
spin: none
net charge: 0

Cell vectors (angstrom)
a 10.938 0 0
b 0 10.938 0
c 0 0 31.7916

Atoms and the computed forces on them: element, x, y, z (angstrom), force x, y, z (eV/angstrom)
Si 0.3569 -0.3624 24.1031 -0.0245 0.0958 -0.0453
Si 4.9912 0.5889 24.4181 0.0714 -0.0627 -0.0775
Si 3.213 2.3724 24.3911 -0.0249 0.084 -0.0081
Si 7.7199 3.3147 24.5118 0.0457 0.0259 -0.1216
Si -0.4148 6.1244 24.249 0.0224 -0.0866 -0.0859
Si 5.8264 4.7973 24.3713 -0.03 0.0011 0.0361
Si 2.2239 8.9497 24.4651 0.156 -0.1353 -0.3813
Si 8.594 7.7117 24.5736 -0.0389 0.1481 -0.0404
Si 1.3358 1.3808 25.4694 -0.0604 -0.0408 0.0029
Si 6.8113 1.4603 25.6574 -0.0076 -0.0441 0.0694
Si 4.1024 4.0437 25.776 0.0009 0.0087 -0.0015
Si 9.5878 4.2735 25.5604 0.0626 0.0095 0.0388
Si 1.3391 7.0009 25.5699 0.0651 0.0012 0.0328
Si 6.7824 6.6947 25.6604 -0.1279 -0.0539 -0.0411
Si 4.0391 9.7564 25.7108 0.1587 0.0106 0.0102
Si 9.6189 9.5927 25.5686 -0.0174 -0.0191 0.0109
Si 2.6518 0.1064 27.0531 -0.0737 0.0041 -0.0008
Si 8.201 0.0113 26.9421 0.0127 -0.006 -0.0207
Si -0.0178 2.7783 26.8933 0.0196 -0.0164 0.0021
Si 5.481 2.7317 27.1198 -0.0103 -0.0049 -0.0682
Si 2.6917 5.5306 26.9546 -0.0203 -0.0122 -0.0052
Si 8.1856 5.4541 27.067 0.1045 0.0489 -0.0108
Si -0.0128 8.254 27.0362 -0.0026 0.0175 -0.0105
Si 5.4381 8.223 26.9482 -0.0008 0.0068 -0.0292
Si 4.1018 1.3673 28.3734 -0.2606 0.1286 0.6938
Si 9.5708 1.3673 28.3734 0.0341 0.1894 -0.6479
Si 1.3673 4.1018 28.3734 -0.0926 0.083 -0.5821
Si 6.8362 4.1018 28.3734 0.2352 -0.147 0.8401
Si 4.1018 6.8362 28.3734 -0.1348 0.1953 -0.3694
Si 9.5708 6.8362 28.3734 -0.1466 0.2378 0.1909
Si 1.3673 9.5708 28.3734 -0.018 0.2384 0.3722
Si 6.8362 9.5708 28.3734 0.0602 -0.0631 -0.5047
Si 0 0 29.7406 0.0855 -0.0599 0.0121
Si 5.469 0 29.7406 -0.1371 -0.0686 0.0047
Si 2.7345 2.7345 29.7406 0.1768 0.0009 0.0338
Si 8.2035 2.7345 29.7406 -0.0515 0.0586 0.0526
Si 0 5.469 29.7406 -0.0258 -0.0426 -0.0132
Si 5.469 5.469 29.7406 0.1113 -0.0134 -0.016
Si 2.7345 8.2035 29.7406 0.0652 0.0535 0.0066
Si 8.2035 8.2035 29.7406 0.0749 -0.031 0.0181
Si 1.3673 1.3673 31.1079 -0.0433 0.0785 -0.001
Si 6.8362 1.3673 31.1079 0.0499 -0.0019 -0.0278
Si 4.1018 4.1018 31.1079 -0.0923 0.0373 0.0064
Si 9.5708 4.1018 31.1079 -0.0096 -0.0281 -0.0185
Si 1.3673 6.8362 31.1079 0.0049 -0.0039 -0.0399
Si 6.8362 6.8362 31.1079 -0.0738 0.0327 0.0059
Si 4.1018 9.5708 31.1079 0.0294 -0.0448 -0.0153
Si 9.5708 9.5708 31.1079 -0.0834 0.0661 0.0052
Si 2.7345 0 0.6835 0.0966 -0.0547 -0.0229
Si 8.2035 0 0.6835 -0.0089 -0.0302 0.0361
Si 0 2.7345 0.6835 0.0082 0.0453 0.0172
Si 5.469 2.7345 0.6835 0.0585 -0.0521 0.0111
Si 2.7345 5.469 0.6835 0.0012 0.0545 0.0383
Si 8.2035 5.469 0.6835 0.0575 -0.0887 -0.0178
Si 0 8.2035 0.6835 0.0381 -0.0399 0.0064
Si 5.469 8.2035 0.6835 -0.0271 0.0178 0.0251
Si 4.1018 1.3673 2.0507 -0.1632 0.0408 -0.0269
Si 9.5708 1.3673 2.0507 -0.032 0.0202 -0.0168
Si 1.3673 4.1018 2.0507 -0.0002 -0.1017 -0.0263
Si 6.8362 4.1018 2.0507 -0.0287 0.1414 -0.0252
Si 4.1018 6.8362 2.0507 0.041 -0.0388 -0.0292
Si 9.5708 6.8362 2.0507 -0.0905 -0.0032 -0.0034
Si 1.3673 9.5708 2.0507 0.0148 0.0789 -0.0062
Si 6.8362 9.5708 2.0507 -0.0515 -0.0432 -0.004
Si 0 0 3.418 0.0414 -0.0795 -0.1223
Si 5.469 0 3.418 0.1839 -0.2686 0.5339
Si 2.7345 2.7345 3.418 -0.2059 -0.3479 -0.95
Si 8.2035 2.7345 3.418 0.1623 -0.2806 0.4603
Si 0 5.469 3.418 -0.1671 -0.0968 0.4347
Si 5.469 5.469 3.418 0.2376 0.2069 -1.0275
Si 2.7345 8.2035 3.418 0.0856 0.1384 0.4288
Si 8.2035 8.2035 3.418 0.0088 -0.1271 -0.0502
Si 1.4012 1.3556 4.7498 -0.0118 -0.02 0.0448
Si 6.9113 1.2824 4.8501 0.0136 -0.0052 0.0276
Si 4.1519 4.0506 4.6044 0.0143 -0.0216 0.0594
Si 9.5832 4.0556 4.8592 0.0048 -0.0072 0.0019
Si 1.3586 6.8429 4.8081 -0.0168 0.0077 0.032
Si 6.8301 6.79 4.7535 0.0275 0.0317 0.0303
Si 4.1347 9.5417 4.8741 0.0197 -0.0081 -0.001
Si 9.6024 9.5328 4.7827 -0.0247 0.0153 0.1009
Si 2.7298 0.0163 6.1937 -0.0136 -0.0288 0.0001
Si 8.3064 -0.111 6.312 -0.0148 0.0195 -0.0952
Si 0.0785 2.6688 6.2148 -0.0236 0.0562 -0.0422
Si 5.4215 2.6972 5.9998 -0.0007 -0.0374 -0.0258
Si 2.8184 5.3819 5.9256 -0.0212 0.0298 -0.0404
Si 8.086 5.3639 6.1729 -0.0008 -0.0243 0.0167
Si -0.0323 8.1639 6.2454 0.0094 -0.0059 -0.0491
Si 5.5204 8.0957 6.2435 -0.0625 0.0345 -0.0397
Si 3.6473 1.9005 7.3217 0.0451 0.0108 0.0192
Si 10.2003 0.8368 7.4782 -0.0021 -0.002 0.0951
Si 1.9531 3.6689 7.2612 -0.0167 0.0434 0.1025
Si 6.2254 4.386 7.3974 0.0112 -0.0416 0.0229
Si 4.5565 6.1806 7.2785 -0.0418 0.0226 0.1214
Si 9.056 7.1156 7.3733 0.0045 -0.0741 0.0853
Si 0.9923 9.9612 7.4427 0.0517 -0.031 0.042
Si 7.3735 8.9234 7.4689 0.0131 0.0071 0.1173
O 6.2133 3.6784 8.9452 -0.0268 0.0304 0.0068
O 6.9877 9.1262 9.1026 0.0676 -0.0455 -0.0653
O 9.3178 6.3578 8.8498 -0.0218 0.0744 -0.0354
O 1.6611 9.4767 8.9068 -0.0403 0.025 -0.058
O 4.2382 1.8111 8.8944 -0.0223 0.0371 -0.0073
O 1.8389 4.3915 8.7775 0.0308 -0.0551 -0.0773
O 9.9923 1.3726 9.0721 0.0319 -0.0315 -0.0743
O 3.8701 6.2895 8.8027 0.0484 -0.0476 -0.0693
O 7.66 8.3343 23.3409 0.0315 -0.0868 -0.0612
O 8.1282 3.0941 22.9317 -0.0395 0.0104 0.0038
O 5.2792 4.5736 22.7708 -0.0008 -0.0307 -0.0232
O 2.9636 3.2045 22.9297 0.014 -0.0344 0.0258
O 10.8806 10.9899 22.4932 0.0354 -0.0608 0.0827
O 0.2074 5.9018 22.6902 -0.0237 0.0383 0.0647
O 2.9878 8.8206 22.994 -0.103 -0.1679 0.1486
O 5.5771 0.109 22.9182 -0.0374 -0.0008 0.057
Si 9.1219 6.307 10.4627 0.0426 0.0368 0.0323
Si 1.5633 9.6488 10.5292 -0.0145 0.0003 0.0086
Si 3.035 10.7838 16.9899 0.0076 -0.0113 0.0275
Si -0.7751 7.6918 16.3954 -0.0066 -0.0024 0.0627
Si -1.2491 10.4299 15.2272 -0.0185 -0.0059 -0.0231
Si 4.2257 3.6143 21.9329 0.0338 0.0381 0.0588
Si 8.1601 11.0856 12.5782 -0.02 0.0244 0.0219
Si 11.955 1.5952 18.5843 0.02 -0.0047 0.0132
Si 5.0104 2.9348 9.8199 0.0139 -0.0263 -0.03
Si 2.9788 5.1981 9.6493 -0.0112 0.0235 -0.0395
Si 3.9918 0.9665 14.4399 0.0076 -0.0111 0.0035
Si 10.0863 13.3114 16.3215 0.0439 -0.0087 0.0063
Si 8.0074 5.5518 20.2729 0.0385 0.0472 -0.0744
Si 12.8369 2.8562 14.8707 0.0003 -0.0035 -0.0153
Si 3.6684 7.8556 21.8842 -0.1729 0.2136 0.1274
Si 1.4157 9.1451 15.0285 0.034 0.0003 0.0077
Si 6.7781 7.7549 18.4305 -0.0322 0.0247 0.0437
Si 8.5007 -1.6805 20.0886 0.0754 0.0147 -0.0352
Si 7.5204 5.1071 12.5648 -0.0276 0.0002 0.0098
Si 5.0392 -4.1229 13.2551 0.0191 -0.0043 0.0239
Si -0.5145 7.1247 19.5397 -0.0364 0.0111 -0.0206
Si 1.0058 6.7455 11.5594 -0.0403 -0.0023 -0.0011
Si 2.4753 15.0778 19.5879 -0.0531 -0.0069 -0.0443
Si 3.1306 4.9117 16.679 0.0057 0.024 0.015
Si 2.3886 5.524 13.8776 0.0161 0.0212 -0.0232
Si 10.0769 0.3747 10.3658 -0.0008 -0.0108 0.0109
Si 6.8829 7.7319 22.0537 -0.007 0.0422 0.015
Si 8.2067 13.5989 21.3806 0.0184 -0.0274 0.0325
Si 12.2356 5.9942 21.4688 -0.047 0.0017 -0.0066
Si -2.3516 5.0415 15.3593 -0.0088 0.0185 -0.0255
Si 14.4717 9.4108 12.7361 0.0047 -0.0085 0.0111
Si 4.472 9.5662 19.549 0.0439 -0.0096 0.0047
Si 8.0127 9.1627 10.378 -0.001 -0.02 -0.0155
Si 5.7237 11.7897 21.4655 -0.0084 0.0222 -0.037
Si -0.5761 0.6297 21.0255 -0.0249 0.012 -0.0426
Si 6.0099 2.3281 12.6996 0.0501 0.0125 0.0087
Si 5.8646 6.2103 16.0596 -0.0026 0.03 0
O 0.865 -2.6118 11.1908 0.0119 0.0078 -0.002
O 13.3742 12.3742 14.288 -0.0104 0.0191 -0.0031
O 5.5314 2.1323 11.1445 0.0136 0.0233 0.0154
O 5.2582 7.5531 22.202 0.036 0.0439 -0.0072
O 3.4712 8.722 20.5162 0.058 -0.1057 0.1452
O -3.317 6.3016 21.6906 -0.0203 0.0412 0.0385
O 0.5983 0.6794 19.8833 0.0175 0.0081 -0.0031
O 3.9714 4.0934 10.3266 0.0057 -0.0054 -0.0112
O -8.6951 6.0817 10.7656 0.0171 -0.0081 0.0105
O 3.688 10.3215 18.3741 -0.0075 -0.0021 0.02
O 4.157 11.536 16.0378 0.0012 0.0097 -0.003
O 7.9775 8.878 18.5787 -0.0178 -0.005 0.0505
O 2.1479 2.6223 19.1376 -0.0006 0.002 0.0174
O 13.9475 9.8634 11.2527 0.0167 -0.0003 0.0107
O 2.4567 5.8499 15.5008 0.0029 -0.0138 0.0111
O 13.784 3.3785 16.1321 0.0086 0.0029 0.0006
O 7.8068 3.9403 20.4262 -0.0077 -0.0244 0.0493
O 9.3928 -1.0389 9.87 -0.011 -0.0007 -0.0173
O 9.5536 5.7481 19.7527 -0.0227 -0.0074 0.0321
O 9.6902 8.2358 20.4716 -0.0153 0.0218 0.0073
O -1.56 6.3254 15.986 0.0168 0.0054 -0.0096
O 4.5759 8.1845 12.5172 -0.0064 0.0131 -0.0193
O 4.6964 5.3552 16.8171 0 -0.0081 -0.0045
O 9.7416 2.1412 21.1483 -0.0201 0.0267 0.0248
O 0.3364 10.3572 14.8295 -0.0025 0.0029 -0.0083
O -1.8583 3.64 16.0587 0.0007 -0.0101 0.005
O 0.6704 10.9907 10.8154 -0.0088 0.004 -0.0045
O 7.1752 -2.0171 20.976 -0.0329 -0.0456 0.0521
O 8.4293 7.7034 10.9396 -0.0118 -0.0001 -0.0483
O 4.3101 -0.3114 13.4849 -0.0093 0.0015 -0.0116
O -3.835 12.1548 13.1272 -0.0201 0.0145 -0.0178
O 0.3661 13.5777 15.2939 -0.0211 0.0059 -0.0041
O 3.8533 4.2665 20.4707 0.0165 0.0097 0.039
O 6.6188 7.3829 16.8826 -0.0188 -0.0268 -0.0336
O 2.8065 6.4517 21.946 0.0376 0.0927 0.0299
O 7.0509 6.3145 19.183 -0.0113 -0.0219 0.0223
O 4.8131 2.1757 21.4948 0.009 -0.0258 0.0293
O 7.3881 10.0021 11.6234 0.0064 -0.0062 -0.0112
O 6.654 3.785 12.8251 -0.0114 -0.0118 -0.031
O 0.5802 7.8243 15.4958 -0.0069 0.009 -0.0122
O 1.7227 11.6743 17.3893 -0.0096 0.0013 0.0029
O -0.3801 6.035 11.1519 -0.0353 0.007 -0.0282
O -4.4872 6.3435 12.6162 0.0145 -0.014 -0.0122
O 1.2808 6.4603 13.14 0.0079 -0.0056 0.0051
O -7.0838 5.6939 13.1667 -0.0079 -0.0118 -0.0025
O 8.1762 5.1161 11.0646 -0.0139 -0.0064 0.001
O 12.8843 3.9684 13.6835 -0.0014 -0.0069 0.0047
O 6.9861 16.0471 15.6596 -0.0022 -0.0077 0.0207
O 2.2662 8.9438 13.6578 -0.0237 0.0019 0.0016
O 11.866 7.0404 20.2684 0.0146 -0.0005 0.0331
O 10.5656 7.5479 17.9803 -0.001 0.0013 -0.0393
O 2.4963 -1.4599 16.1941 -0.0148 -0.0129 -0.0037
O 7.2145 1.3982 21.1151 -0.015 -0.0013 0.028
O 5.266 10.7589 20.3112 -0.0093 -0.0044 0.0193
O 13.467 15.9817 18.207 0.0042 0.0036 0.0043
O 5.39 8.4053 18.9069 -0.0247 0.0198 -0.0126
O -1.604 9.0958 16.1272 0.0211 0.0051 0.0015
O 12.2631 4.5701 20.6711 0.0106 -0.0155 0.011
O -1.5495 11.8574 15.9855 -0.0025 0.004 0.0124
O 4.8833 13.1451 13.8766 0.0054 -0.0104 -0.0102
O 8.701 5.142 13.7168 0.005 -0.008 0.0007
O 9.2741 0.9432 11.6624 -0.0063 -0.0027 0.0046
O 10.6557 13.2677 17.8733 -0.0277 0 -0.0116
O 5.2549 7.0847 14.8377 0.0065 -0.0039 0.03
O 8.8164 -0.6022 13.8551 0.0049 0.0084 -0.0164
O -1.7943 10.7023 20.349 -0.0269 -0.0324 0.0058

Results
free energy: -131182.678 eV
free energy less fixed offsets of O -568.88, Si -635.61 eV per atom: 1.612 eV

The program warned: the cutoff lies below the one the program advises for these potential files; the forces do not sum to zero within the program's tolerance; the exchange-correlation potential is rough where the density is thin.
